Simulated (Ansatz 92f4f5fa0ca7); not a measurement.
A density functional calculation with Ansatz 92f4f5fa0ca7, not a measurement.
Periodic cell of 222 atoms, Si131O89B2, from a study of silicon, its oxide and their interface. The atomic structure is a simulated model.
Doubt: the cutoff is far below the 930 eV that the study's wrapper takes by default for these files, so forces and energies are approximate.
This geometry differs little from another in the collection (a relaxation step or a small displacement).

Settings: functional PBE; potential files Ansatz PAW; basis plane waves; wave-function cutoff 580 eV; density cutoff ratio 5; exchange-correlation grid ratio 1; k mesh 1 x 1 x 1, Gamma-centred; self-consistency stop 5e-08 eV per atom in the density residual; occupations fixed; spin none; net charge 0.

Cell vectors (angstrom)
a, 10.938, 0, 0
b, 0, 10.938, 0
c, 0, 0, 32.1988

Atoms: element, x, y, z (angstrom)
Si, 10.6193, 0.1734, 24.7719
Si, 5.7363, 10.6252, 24.7284
Si, 2.5167, 2.9355, 24.6398
Si, 8.4804, 2.4625, 24.7814
Si, 0.4167, 5.2934, 24.6941
Si, 5.2075, 5.6881, 24.8322
B, 3.2809, 7.6895, 25.2549
Si, 7.9785, 8.4279, 24.756
Si, 1.3615, 1.3445, 25.9669
Si, 6.879, 1.2858, 26.0854
Si, 4.0626, 4.0528, 26.0682
Si, 9.6915, 4.1089, 25.991
Si, 1.5609, 6.8706, 26.0427
Si, 6.8425, 6.8378, 26.0739
Si, 4.0945, 9.4328, 25.9819
Si, 9.5191, 9.5652, 26.1416
Si, 2.7549, -0.0464, 27.3149
Si, 8.1938, -0.0286, 27.5354
Si, 0.0408, 2.7091, 27.4158
Si, 5.4893, 2.6962, 27.3836
Si, 2.755, 5.4244, 27.4966
Si, 8.2572, 5.4395, 27.357
Si, 0.0573, 8.1737, 27.3692
Si, 5.4853, 8.1853, 27.477
Si, 4.1024, 1.3281, 28.734
Si, 9.5961, 1.3689, 28.8069
Si, 1.3713, 4.0638, 28.8214
Si, 6.8645, 4.0855, 28.7412
Si, 4.123, 6.8089, 28.8278
Si, 9.6081, 6.8128, 28.7447
Si, 1.3881, 9.5674, 28.7448
Si, 6.8282, 9.545, 28.861
Si, 0.0217, -0.0139, 30.144
Si, 5.4579, -0.0004, 30.1619
Si, 2.7597, 2.7024, 30.1456
Si, 8.2122, 2.7316, 30.1463
Si, 0.0084, 5.4549, 30.1524
Si, 5.5014, 5.4429, 30.1506
Si, 2.7372, 8.2013, 30.1441
Si, 8.2359, 8.1686, 30.1508
Si, 1.3673, 1.3673, 31.515
Si, 6.8362, 1.3673, 31.515
Si, 4.1018, 4.1018, 31.515
Si, 9.5708, 4.1018, 31.515
Si, 1.3673, 6.8362, 31.515
Si, 6.8362, 6.8362, 31.515
Si, 4.1018, 9.5708, 31.515
Si, 9.5708, 9.5708, 31.515
Si, 2.7345, 0, 0.6835
Si, 8.2035, 0, 0.6835
Si, 0, 2.7345, 0.6835
Si, 5.469, 2.7345, 0.6835
Si, 2.7345, 5.469, 0.6835
Si, 8.2035, 5.469, 0.6835
Si, 0, 8.2035, 0.6835
Si, 5.469, 8.2035, 0.6835
Si, 4.1209, 1.3601, 2.0542
Si, 9.5662, 1.3569, 2.0504
Si, 1.3671, 4.1213, 2.0351
Si, 6.8473, 4.0864, 2.0567
Si, 4.105, 6.8272, 2.0523
Si, 9.5778, 6.8357, 2.0505
Si, 1.3824, 9.5491, 2.05
Si, 6.8276, 9.5914, 2.0477
Si, -0.009, -0.0344, 3.3846
Si, 5.4865, 0.0123, 3.4668
Si, 2.7706, 2.7842, 3.3617
Si, 8.1885, 2.6982, 3.4453
Si, 0.0181, 5.481, 3.431
Si, 5.478, 5.4625, 3.4043
Si, 2.7653, 8.2066, 3.4437
Si, 8.203, 8.2262, 3.3764
Si, 1.38, 1.398, 4.6277
Si, 6.8383, 1.354, 4.9012
Si, 4.1457, 4.0895, 4.7998
Si, 9.567, 4.0903, 4.7569
Si, 1.4056, 6.8376, 4.8152
Si, 6.8141, 6.8921, 4.7216
Si, 4.1262, 9.5815, 4.8395
Si, 9.5477, 9.5558, 4.7845
Si, 2.7325, 0.1164, 6.0485
Si, 8.1946, -0.0587, 6.2589
Si, 0.0121, 2.6773, 6.0402
Si, 5.4626, 2.7286, 6.2838
Si, 2.8029, 5.482, 6.1741
Si, 8.159, 5.4877, 6.0312
Si, -0.0001, 8.1928, 6.1477
Si, 5.5133, 8.2225, 6.2243
Si, 3.8169, 1.5793, 7.5902
Si, 9.8223, 1.143, 7.4498
Si, 1.6128, 3.8088, 7.3042
Si, 6.633, 4.424, 7.4646
Si, 4.3885, 6.6383, 7.5434
Si, 9.3461, 6.9601, 7.3937
Si, 1.1273, 9.9269, 7.2825
Si, 7.1392, 9.2328, 7.6567
O, 8.2982, 8.1018, 7.9161
O, 2.7023, 2.7464, 7.9415
O, 9.5507, 1.3223, 24.1966
O, 4.0585, 6.878, 24.4815
O, 0.0172, 0.0326, 7.9535
O, 5.5105, 5.5156, 8.0272
O, 6.8746, 9.5377, 24.195
O, 1.4448, 4.1071, 24.1391
O, 3.841, 7.389, 8.9339
O, 0.8031, 4.3842, 8.6011
O, 9.7923, 6.1761, 8.7822
O, 2.1104, 9.3931, 8.4819
O, 7.494, 3.9316, 8.7832
O, 4.2335, 0.9326, 9.0622
O, 6.6851, 9.5617, 9.2049
O, 9.1836, 1.8536, 8.7961
O, 7.7361, 3.1957, 23.5105
O, 10.7862, 6.1015, 23.3736
O, 5.1111, 0.4162, 23.3924
O, 5.7778, 5.071, 23.4178
O, 3.1755, 2.2518, 23.2834
O, 8.6697, 7.7436, 23.426
O, 0.2186, 10.1538, 23.5488
Si, 4.4322, 1.5789, 22.4734
Si, 3.4376, 7.9619, 14.0085
Si, 7.0514, 0.9964, 14.6633
B, 0.258, 9.6998, 22.2524
Si, 1.1338, 4.3245, 11.8705
Si, 6.2078, 8.9942, 15.3058
Si, 0.6165, 1.3871, 12.2867
Si, 8.5974, 5.071, 20.5333
Si, 0.3049, 5.7247, 9.3483
Si, 5.0018, 3.1408, 17.9412
Si, 0.8046, 3.7972, 16.7184
Si, 10.307, 2.9512, 19.1893
Si, 5.2452, 1.1961, 10.3372
Si, 0.7157, 0.2799, 19.8323
Si, 6.5989, 9.4711, 10.8426
Si, 9.2298, 9.7315, 18.2717
Si, 9.3428, 9.2627, 12.5363
Si, 6.5687, 3.8873, 22.6101
Si, 2.4209, 8.0802, 9.3688
Si, 10.5184, 7.4194, 17.0661
Si, 2.4365, 6.3355, 16.5635
Si, 10.1136, 4.5212, 14.1615
Si, 6.0344, 9.2108, 18.4989
Si, 7.9377, 2.5757, 9.5617
Si, 8.8188, 2.1641, 12.44
Si, 5.2493, 6.2769, 18.074
Si, 3.8283, 0.5799, 19.4913
Si, 4.2315, 3.8499, 12.0403
Si, 5.4869, 6.6207, 12.128
Si, 7.9146, 2.5668, 17.2159
Si, 4.284, 2.4952, 14.9608
Si, 1.459, 1.248, 15.2575
Si, 1.5204, 9.4336, 12.0215
Si, 7.9918, 6.8826, 13.8549
Si, 10.3, 9.8669, 15.4573
Si, 9.8954, 7.1662, 22.5177
Si, 8.0296, 5.5598, 17.434
O, 5.9985, 7.9734, 11.2784
O, 5.9149, 9.2109, 16.8811
O, 7.6155, 1.3941, 13.1912
O, 0.8253, 1.7708, 13.8576
O, 9.3488, 6.3124, 16.8788
O, 6.6968, 6.2293, 13.1383
O, 5.046, 4.6833, 18.603
O, 9.1344, 2.2355, 18.2643
O, 2.2522, 0.1009, 19.2027
O, 9.2822, 10.251, 16.7007
O, 2.7421, 4.4416, 11.6989
O, 4.9549, 10.3446, 19.0833
O, 9.3627, 3.2722, 13.4698
O, 0.3802, 1.8813, 19.8852
O, 3.0742, 1.3815, 15.0639
O, 8.0978, 5.501, 19.0542
O, 3.807, 6.628, 17.3962
O, 4.4877, 3.2991, 16.3818
O, 9.0065, 5.7001, 14.2953
O, 5.5157, 2.7485, 22.1172
O, 10.5854, 4.1755, 15.6633
O, 0.2427, 3.9685, 18.2406
O, 10.2932, 10.6366, 19.1178
O, 9.5941, 10.0514, 13.9866
O, 10.797, 8.4142, 21.9428
O, 1.1187, 2.2103, 16.5251
O, 9.6549, 3.8324, 20.3987
O, 8.0325, 4.105, 16.7152
O, -0.0893, 9.1114, 11.874
O, 6.4874, 2.4389, 18.0026
O, 5.542, 10.7295, 11.182
O, 7.6482, 9.6264, 18.8102
O, 9.9679, 1.0438, 12.0505
O, 1.2895, 6.972, 9.0544
O, 0.5724, 4.7855, 13.3384
O, 5.605, 7.6569, 18.9933
O, 5.1882, 5.1006, 11.5159
O, 2.6637, 7.0334, 15.1094
O, 0.8558, 2.7617, 11.4563
O, 0.7712, 10.7272, 15.5588
O, 2.3697, 8.6091, 10.9
O, 4.6635, 2.4451, 11.2629
O, 4.1922, 3.5209, 13.6708
O, 2.1221, 4.729, 16.4488
O, 10.6383, 8.2848, 15.6774
O, 6.8889, 10.3267, 14.6893
O, 2.2855, 8.982, 13.4091
O, 7.9545, 1.5999, 15.8965
O, 4.0662, 7.0144, 12.8388
O, 4.0673, 2.0268, 18.7206
O, 7.2696, 4.5796, 21.3286
O, 8.3583, 2.9407, 11.0886
O, 1.1054, 6.9076, 17.3448
O, 5.5731, 1.5816, 14.7556
O, 8.0861, 9.7746, 11.5569
O, 9.2802, 6.3612, 21.2468
O, 8.8977, 7.7385, 12.8344
O, 1.5917, 0.1413, 11.8674
O, 6.5609, 6.2088, 17.0789
O, 7.3434, 7.8341, 15.0309
O, 0.7773, 10.5379, 21.3065
O, 9.9674, 8.2743, 18.3353
O, 3.9416, 0.872, 21.0969
O, 0.3006, 5.3546, 10.9186
O, 6.6609, 1.581, 9.6222
O, 4.733, 8.7442, 14.6367

Results
free energy: -134206.414 eV
free energy less fixed offsets of B -154.04, O -568.88, Si -635.61 eV per atom: -3.104 eV

Forces (eV/angstrom), in the order of the atoms: element, x, y, z
Si, -0.0138, 0.0052, 0.0193
Si, 0.0157, 0.0143, 0.0155
Si, -0.0033, 0.0077, -0.0041
Si, 0.001, 0.0012, 0.0117
Si, -0.0179, -0.0077, 0.009
Si, 0.0266, -0.0342, -0.0089
B, -0.1054, 0.0922, -0.0102
Si, -0.0087, 0.0006, -0.0069
Si, -0.0003, 0.0005, 0.0057
Si, -0.0045, -0.0067, -0.0088
Si, 0.0103, 0.0249, -0.0032
Si, 0.0072, -0.0029, 0.0025
Si, -0.0318, -0.0028, 0.0174
Si, -0.0183, -0.0051, 0
Si, 0.0053, 0.0483, 0.0217
Si, 0.0027, 0.0054, -0.0012
Si, -0.0036, 0.0048, -0.0018
Si, -0.0061, -0.0021, 0.0171
Si, -0.0011, 0.0128, 0.0064
Si, -0.0001, -0.0067, -0.0014
Si, -0.0054, -0.0248, 0.0243
Si, 0.0062, -0.0051, -0.0013
Si, -0.0119, -0.0033, 0.0009
Si, 0.0212, -0.0033, 0.026
Si, -0.0021, 0.0014, 0.0073
Si, -0.0035, -0.0053, -0.0134
Si, 0.0071, -0.0018, -0.0122
Si, -0.0054, 0.0063, 0.0022
Si, 0.0044, -0.0041, -0.0091
Si, 0.0008, 0.0075, 0.0065
Si, -0.0053, 0.0077, 0.0059
Si, 0.0017, -0.001, -0.0162
Si, 0.0035, -0.0027, 0.0024
Si, 0.002, 0.0072, -0.0016
Si, -0.0041, 0.005, -0.0092
Si, 0.0007, -0.0026, 0.004
Si, -0.0062, -0.0016, -0.0013
Si, 0.0024, -0.0025, 0.0095
Si, 0.0001, 0.0002, 0.0063
Si, -0.0031, -0.0023, -0.0083
Si, 0.103, -0.0897, 0.0264
Si, 0.0051, 0.0824, -0.051
Si, 0.1073, -0.1399, -0.0412
Si, -0.0619, 0.045, 0.0199
Si, -0.0008, 0.0342, -0.0687
Si, 0.1595, -0.1165, 0.0513
Si, -0.1264, -0.0262, 0.0548
Si, 0.1047, -0.051, -0.0368
Si, 0.0208, -0.0342, 0.1206
Si, -0.0773, 0.0547, -0.1103
Si, -0.0545, 0.0107, 0.0483
Si, 0.0805, -0.0232, 0.0237
Si, -0.0428, 0.1794, -0.1504
Si, 0.0499, -0.0761, 0.1104
Si, 0.0801, -0.0833, -0.0119
Si, -0.0382, 0.052, 0.0427
Si, 0.0038, 0.0006, -0.003
Si, -0.0013, -0.0018, 0.0032
Si, -0.0036, 0.0053, -0.0027
Si, 0.001, -0.0036, 0.0003
Si, -0.0019, 0.001, 0.0015
Si, 0.0007, -0.0005, -0.0038
Si, 0.0032, -0.0037, -0.0004
Si, -0.0027, 0.005, -0.001
Si, 0.005, 0.0105, 0.0098
Si, -0.0049, 0.0013, -0.0041
Si, -0.0067, -0.0115, 0.0137
Si, 0.0002, 0.0086, -0.0052
Si, -0.0042, 0.0006, -0.0033
Si, 0.0025, 0.002, 0.006
Si, -0.0078, 0.0012, -0.007
Si, 0.0011, -0.0027, 0.0088
Si, -0.0009, 0.0039, -0.0142
Si, 0.0005, -0.0019, 0.0071
Si, 0.0005, 0.005, -0.0074
Si, -0.0014, -0.0025, 0.0029
Si, 0.0031, 0.0028, 0.0021
Si, -0.0047, 0.0022, -0.0077
Si, 0.003, 0.0034, 0.0077
Si, -0.0041, -0.0006, -0.0085
Si, 0.0018, 0.0017, -0.0001
Si, -0.0045, 0.0025, -0.0014
Si, -0.0004, 0.0011, 0.0022
Si, -0.0009, -0.0029, -0.001
Si, -0.0033, 0.0032, 0.0004
Si, 0.0004, -0.0017, 0.001
Si, -0.0008, -0.0024, 0.0012
Si, -0.003, 0.0026, 0.0003
Si, -0.0053, -0.0016, -0.0053
Si, 0.0017, 0.0047, -0.002
Si, -0.0034, -0.0037, -0.0033
Si, 0.001, 0.0061, 0.0017
Si, 0.0015, 0.001, -0.0017
Si, -0.0024, -0.0006, 0.0025
Si, -0.0007, 0.0031, 0
Si, -0.0046, -0.0025, -0.0018
O, 0.0007, -0.0016, -0.0031
O, 0.0014, -0.0029, 0.0025
O, 0.0027, -0.0028, -0.0119
O, 0.0934, -0.093, -0.0397
O, 0, -0.0023, 0.0005
O, 0.0019, -0.0017, -0.0002
O, 0.0008, 0.0002, -0.003
O, 0.0096, -0.0012, -0.0059
O, -0.0045, 0.0022, 0.0016
O, -0.0022, 0.0064, 0.003
O, 0.0003, 0.0003, 0.0005
O, -0.0015, -0.0006, 0.0004
O, -0.0015, -0.0011, -0.0005
O, 0, 0.0006, 0.0031
O, 0.0002, 0.0008, 0.0022
O, -0.0034, 0.0008, 0.0019
O, -0.0065, 0.0068, -0.0148
O, 0.0034, -0.0038, 0.0023
O, -0.003, -0.0035, -0.0033
O, -0.0028, -0.0005, -0.0161
O, -0.0033, 0.0007, 0.005
O, 0.0016, 0.0026, 0.0061
O, 0.0024, -0.0057, -0.0271
Si, 0.0013, 0.0028, -0.0072
Si, -0.0019, 0.002, -0.0006
Si, -0.0021, 0.002, -0.0009
B, 0.0091, -0.0017, 0.0055
Si, -0.0034, 0.0016, -0.0003
Si, -0.003, 0.002, 0.0004
Si, -0.0024, 0.0004, 0.0006
Si, -0.0051, 0.0041, 0.0052
Si, -0.0002, -0.0028, 0.0003
Si, -0.0037, 0.0001, 0.0011
Si, -0.0025, 0.0014, 0.0005
Si, -0.0022, 0.0013, 0.002
Si, -0.0015, 0.0012, 0.0012
Si, 0.0012, 0.006, -0.0074
Si, -0.0016, 0.0014, -0.0002
Si, -0.0033, 0.0038, -0.0008
Si, -0.0026, 0.0004, 0.0001
Si, 0.0016, 0.0043, 0.005
Si, -0.0001, -0.0007, 0.0017
Si, -0.0023, 0.0013, -0.0008
Si, -0.0028, 0.0018, -0.0009
Si, -0.0031, 0.0013, -0.0008
Si, -0.0034, 0.0022, 0.0009
Si, 0.0005, 0.0008, 0.0008
Si, -0.0041, 0.0015, -0.0003
Si, -0.0006, 0.0019, 0.0007
Si, -0.0066, -0.0005, 0
Si, -0.0021, 0.0008, 0.0006
Si, -0.0016, 0.0012, 0.0006
Si, -0.0018, 0.0017, 0.0003
Si, -0.0021, 0.0015, -0.0003
Si, -0.0016, 0.0009, -0.0006
Si, -0.0028, 0.0015, 0
Si, -0.0029, 0.0018, -0.0009
Si, -0.0029, 0.0018, -0.0001
Si, -0.002, 0.0017, 0.0013
Si, -0.0037, 0.0007, 0.0028
O, -0.0015, 0.001, -0.0006
O, -0.0021, 0.0002, -0.0018
O, -0.0016, 0.0014, -0.0001
O, -0.0027, 0.0008, -0.0006
O, -0.0017, 0.0021, 0.0001
O, -0.0034, 0.001, -0.0011
O, -0.0024, 0.0021, -0.0014
O, -0.0038, 0.0017, -0.0007
O, -0.0018, 0.0014, 0.0016
O, -0.0016, 0.0007, -0.0024
O, -0.0021, 0.0008, -0.0007
O, -0.0022, 0.0006, 0
O, -0.0024, 0.0007, 0.0002
O, -0.0034, -0.0019, -0.0001
O, -0.0017, 0.0019, 0
O, 0, 0.0016, -0.0008
O, -0.0031, 0.0016, -0.0006
O, -0.0018, 0.0007, -0.0013
O, -0.0028, 0.0006, -0.0003
O, -0.0018, -0.0001, 0.0002
O, -0.0018, 0.0018, -0.0001
O, -0.0017, 0.0014, -0.0024
O, -0.0035, -0.0004, -0.0005
O, -0.002, 0.0011, -0.0005
O, -0.0003, 0.0075, -0.0053
O, -0.0026, 0.0017, -0.0016
O, -0.0035, 0.0019, -0.0016
O, -0.003, 0.0006, -0.0002
O, -0.0021, 0.0016, -0.0011
O, -0.0015, 0.0021, -0.0005
O, -0.0025, 0.0011, 0.0002
O, -0.0015, 0.0004, -0.0007
O, -0.0017, 0.0011, -0.0003
O, -0.0023, 0.0033, -0.002
O, -0.0023, 0.0013, -0.0009
O, -0.0027, 0.0009, -0.0021
O, -0.0033, 0.0012, -0.0008
O, -0.0031, 0.0017, -0.0003
O, -0.0021, 0.0016, -0.0011
O, -0.0018, 0.0009, 0
O, -0.0017, 0.0002, -0.0015
O, -0.0026, 0.0019, -0.0006
O, -0.003, 0.0013, -0.0004
O, -0.0024, 0.0016, 0
O, -0.0024, 0.0016, -0.0007
O, -0.0016, 0.0016, -0.0003
O, -0.0019, 0.001, -0.0005
O, -0.0035, 0.001, -0.0008
O, -0.0028, 0.0012, -0.0008
O, -0.0015, 0.0028, 0
O, -0.0002, 0.0013, 0.0038
O, -0.0018, 0.0007, 0.0001
O, -0.0012, 0.0011, 0.0007
O, -0.0019, 0.0013, 0.0006
O, -0.0016, 0.0013, -0.0008
O, -0.0061, -0.0055, -0.0094
O, -0.0028, 0.0016, -0.0002
O, -0.0034, 0.0012, -0.0011
O, -0.0026, 0.0021, -0.0004
O, -0.0018, 0.0013, -0.0007
O, -0.0073, -0.007, 0.0149
O, -0.0011, -0.0004, -0.0003
O, -0.0011, 0.0004, 0.0012
O, 0.0001, 0.0003, -0.0004
O, -0.0019, 0.0025, -0.001
O, -0.0031, 0.0007, 0.0002

The program warned: the cutoff lies below the one the program advises for these potential files; the exchange-correlation potential is rough where the density is thin.
